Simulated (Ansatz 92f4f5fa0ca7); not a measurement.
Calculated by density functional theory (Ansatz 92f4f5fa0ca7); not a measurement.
Periodic cell of 184 atoms, Si120O64, from a study of silicon, its oxide and their interface. The atomic structure is a simulated model.
This geometry differs little from another in the collection (a relaxation step or a small displacement).

Settings
functional: r2SCAN
potential files: Ansatz PAW
basis: plane waves
wave-function cutoff: 800 eV
density cutoff ratio: 5
exchange-correlation grid ratio: 1
k mesh: 1 x 1 x 1, shifted by 0.5 0.5 0 of a step
self-consistency stop: 1e-10 eV per atom in the density residual
occupations: fixed
spin: none
net charge: 0

Cell vectors (angstrom)
a, 10.888, 0, 0
b, 0, 10.888, 0
c, 0, 0, 26.5662

Atoms and the computed forces on them: element, x, y, z (angstrom), force x, y, z (eV/angstrom)
Si, 0.2846, -0.0531, 0.0455, 0.0036, 0.01, -0.0966
Si, 2.4015, 3.2233, -0.0616, 0.0111, -0.0109, -0.1025
Si, 0.0433, 5.3311, -0.0502, -0.0142, 0.0064, -0.091
Si, 2.4869, 8.5179, 0.3003, 0.0077, 0.0099, -0.0703
Si, 5.5453, -0.3227, 0.1691, -0.0126, -0.0038, -0.0766
Si, 7.8702, 3.0245, 0.0971, 0.0141, -0.0126, -0.0962
Si, 5.8042, 5.4404, -0.0939, 0.0087, 0.0143, -0.0972
Si, 7.8968, 8.5179, 0.2978, 0.0089, -0.0141, -0.0715
Si, 1.4139, 1.5388, 1.3283, -0.0004, 0.0012, 0.0073
Si, 4.0683, 4.3177, 1.1828, 0.0023, -0.0003, 0.0059
Si, 1.2601, 6.8389, 1.3235, 0.0001, 0.0006, 0.0042
Si, 4.045, 9.5768, 1.6618, 0.0022, 0.0006, 0.0047
Si, 6.6604, 1.4318, 1.3089, 0.0005, -0.0018, 0.0068
Si, 9.4686, 4.1546, 1.3817, 0.0007, 0.002, 0.0077
Si, 6.7762, 6.8878, 1.5046, -0.0031, -0.0003, 0.0054
Si, 9.5132, 9.7581, 1.379, 0.0028, 0.0008, 0.0048
Si, -0.0392, 2.7786, 2.7152, -0.0014, -0.0015, -0.0021
Si, 2.7046, 0.1838, 2.8137, -0.0014, 0.0017, -0.0023
Si, -0.048, 8.2725, 2.6954, -0.002, -0.0003, -0.0003
Si, 2.69, 5.5372, 2.6788, 0.0017, 0.0009, 0.0001
Si, 5.3377, 2.849, 2.6382, -0.0022, -0.001, -0.0019
Si, 8.0869, 0.1389, 2.7284, 0.0001, 0.002, -0.0008
Si, 5.3866, 8.1536, 2.903, 0.0006, 0, -0.0021
Si, 8.1723, 5.519, 2.7926, 0.0022, 0.0004, -0.0007
Si, 1.357, 4.1348, 4.0436, -0.0003, 0.0015, 0.0016
Si, 4.0882, 1.4968, 4.129, 0.0022, 0.0005, 0.0007
Si, 1.3379, 9.6046, 4.0725, 0.0001, 0.0006, 0.0017
Si, 4, 6.803, 4.171, -0.0014, -0.0003, 0.0015
Si, 6.7684, 4.1174, 4.0591, 0, -0.0011, 0.0027
Si, 9.4882, 1.4256, 4.0951, -0.0006, 0.0004, 0.0008
Si, 6.8039, 9.582, 4.109, 0.0005, 0.0012, 0.0006
Si, 9.5409, 6.8899, 4.1109, 0.0008, 0.0016, 0.0002
Si, -0.0434, 0.029, 5.4371, 0.0001, -0.0002, 0.0017
Si, 2.6895, 2.7936, 5.4598, -0.0001, 0.0007, 0.0006
Si, 0.0164, 5.488, 5.4376, 0.0002, -0.0004, 0.0016
Si, 2.6775, 8.225, 5.4714, -0.0008, -0.0002, 0.0006
Si, 5.4438, 0.061, 5.4551, 0.0003, 0.0002, 0.0015
Si, 8.1379, 2.7652, 5.4544, -0.0008, 0.0003, 0.0012
Si, 5.4041, 5.4353, 5.459, 0.0002, -0.0007, 0.0018
Si, 8.1564, 8.2094, 5.4645, 0.0002, -0.0001, 0.001
Si, 1.3492, 1.3798, 6.7749, -0.0001, -0.0001, 0.0003
Si, 4.0761, 4.0795, 6.8394, 0.0002, 0.0009, 0.0015
Si, 1.3574, 6.8266, 6.8331, 0.0001, 0.0002, 0.0012
Si, 4.0937, 9.548, 6.8057, 0.0001, 0.0008, 0.0009
Si, 6.8262, 1.3682, 6.8362, -0.0002, 0.0006, 0.0014
Si, 9.5435, 4.0986, 6.7948, 0, 0.0002, 0.0007
Si, 6.7903, 6.8054, 6.779, -0.0002, 0.0008, 0.0004
Si, 9.5295, 9.5374, 6.8197, 0.0001, 0.0006, 0.0014
Si, 0.0153, 2.7085, 8.1685, -0.0004, 0.0008, 0.0011
Si, 2.7078, 0.0124, 8.1273, 0.0003, 0.0002, 0.0013
Si, -0.0361, 8.1469, 8.1819, -0.0001, -0.0005, 0.0012
Si, 2.7394, 5.4535, 8.1776, -0.0008, 0.0001, 0.0009
Si, 5.4367, 2.6997, 8.1822, 0, -0.0002, 0.0012
Si, 8.1929, -0.0114, 8.1937, -0.0001, 0.0007, 0.0014
Si, 5.4652, 8.158, 8.1636, 0.0001, 0.0005, 0.001
Si, 8.1415, 5.4248, 8.1258, 0, 0.0002, 0.0015
Si, 1.4028, 4.0582, 9.5222, 0.0005, 0.0005, 0.0013
Si, 4.0956, 1.3017, 9.5173, -0.0007, 0.0001, 0.0012
Si, 1.3587, 9.5257, 9.4715, -0.0004, 0.0011, 0.001
Si, 4.1443, 6.7598, 9.5326, 0.0008, -0.0005, 0.001
Si, 6.8276, 4.046, 9.5164, 0, 0.0005, 0.0011
Si, 9.5783, 1.3202, 9.5555, -0.0006, -0.0003, 0.0016
Si, 6.865, 9.4691, 9.5414, -0.0002, -0.0001, 0.0004
Si, 9.4708, 6.7504, 9.5103, 0.0003, 0.0003, 0.0012
Si, 0.0318, -0.0828, 10.9279, 0.0009, -0.0012, 0
Si, 2.7868, 2.6853, 10.8823, -0.0004, 0.0004, 0.0019
Si, -0.0528, 5.3701, 10.8211, -0.0015, 0.0009, -0.0002
Si, 2.741, 8.1573, 10.7638, -0.0003, 0.0003, 0.0009
Si, 5.4841, -0.072, 10.8556, 0.0006, 0.0003, 0.0003
Si, 8.1826, 2.674, 10.872, -0.0014, 0.0008, 0.0005
Si, 5.5171, 5.3859, 10.9329, -0.0009, -0.0014, 0.0002
Si, 8.1615, 8.0622, 10.9618, 0.001, 0.0003, 0.0015
Si, 1.4233, 1.3236, 12.2152, -0.0015, 0.0017, -0.0011
Si, 4.225, 3.9638, 12.2793, 0.0013, 0.0021, 0.0002
Si, 1.3338, 6.7954, 12.0171, 0.0002, -0.001, 0.0001
Si, 4.1522, 9.3905, 12.157, -0.0011, 0.0009, -0.0001
Si, 6.8572, 1.271, 12.2193, 0.0009, -0.0012, 0.0006
Si, 9.5177, 4.0148, 12.2588, 0.0032, -0.0016, 0.0013
Si, 6.8115, 6.7075, 12.4135, -0.0019, -0.0002, -0.0004
Si, 9.5961, 9.3506, 12.3017, -0.0027, -0.0009, -0.0024
Si, -0.0717, 2.5537, 13.5786, 0.0025, 0.0028, 0.0028
Si, 2.9361, -0.0191, 13.4391, -0.0004, 0.0022, 0.0054
Si, 0.1852, 8.0065, 13.6584, -0.0026, -0.0046, 0.0072
Si, 2.6334, 5.3791, 13.2402, -0.0035, 0.0026, 0.0021
Si, 5.6698, 2.6293, 13.7364, 0.0017, -0.0005, 0.0047
Si, 8.0999, -0.2173, 13.5588, -0.0013, -0.0016, 0.005
Si, 5.286, 8.0036, 13.7213, 0.0008, -0.0009, 0.0052
Si, 8.2808, 5.3794, 13.7759, -0.0018, 0.0016, 0.0088
Si, 1.2236, 4.1704, 14.5896, -0.0163, 0.0044, -0.0606
Si, 4.4824, 0.9781, 14.8972, 0.0132, -0.0052, -0.0684
Si, 1.419, 9.7303, 14.7465, -0.0125, -0.0059, -0.0923
Si, 3.7197, 6.5659, 14.893, 0.0096, 0.0069, -0.0973
Si, 7.2791, 3.743, 15.1666, -0.01, 0.003, -0.1041
Si, 9.7688, 0.7895, 14.8163, -0.0028, 0.0015, -0.0868
Si, 6.5543, 9.5518, 14.9422, -0.0152, 0.0176, -0.0803
Si, 10.0286, 6.4001, 15.0404, 0.0093, -0.0111, -0.0952
Si, 1.0622, 11.1937, 23.7667, -0.0011, -0.0038, -0.1733
Si, -11.0278, 33.7371, 17.4737, -0.0037, -0.0105, -0.1479
Si, 8.3245, 24.1161, 23.7305, 0.0004, 0.0022, -0.1992
Si, -3.4546, 35.1466, 20.1696, 0.021, 0.0159, -0.22
Si, 17.2159, 6.1715, 23.5153, -0.0015, 0.0072, -0.1897
Si, 9.1543, 6.8947, 24.4259, 0.0028, 0.0113, -0.1922
Si, 5.4093, 19.7883, 22.1492, -0.0043, 0.0155, -0.2249
Si, 9.2094, 17.2479, 18.0107, -0.0351, 0.0098, -0.1976
Si, -36.7858, 29.8105, 17.5526, 0.0157, -0.0031, -0.1647
Si, -8.4165, 7.0294, 17.7451, -0.0013, 0.0127, -0.1663
Si, 3.1107, 37.024, 18.7362, 0.016, -0.0048, -0.2068
Si, -0.6788, -23.6416, 22.2797, -0.0035, -0.018, -0.188
Si, -7.1776, -12.089, 24.5813, -0.0058, 0.0009, -0.1803
Si, -1.108, -6.8938, 21.6233, 0.0017, 0.0178, -0.1739
Si, -16.1199, 3.3505, 22.4023, 0.0107, -0.0164, -0.1697
Si, -0.1294, -4.3047, 20.71, 0.0048, -0.0178, -0.2044
Si, 18.7345, 10.862, 21.9162, -0.0195, 0.0127, -0.1554
Si, -9.1606, -12.0658, 17.9024, -0.0214, 0.0121, -0.1645
Si, -13.0998, 35.8468, 17.6536, 0.031, 0.0067, -0.2028
Si, -6.5457, 19.7305, 19.134, -0.0248, -0.0082, -0.2217
Si, 5.373, 16.1537, 16.914, 0.0213, -0.0099, -0.1544
Si, 1.7507, 4.5022, 21.3517, 0.0225, 0.0274, -0.1974
Si, 24.2536, 35.0624, 16.6686, 0.0154, -0.0103, -0.148
Si, 24.553, 13.6787, 23.457, 0.0019, 0.0489, -0.1976
O, 7.9863, -3.5085, -8.1626, 0.0193, -0.0084, 0.068
O, -8.6522, 4.214, -3.7014, 0.0235, -0.0423, 0.1143
O, 8.6582, -7.4464, -5.9491, 0.0278, 0.0126, 0.0995
O, -18.0333, 18.2921, -7.8826, 0.0258, 0.0225, 0.0776
O, 1.0908, 12.4926, -9.9951, -0.0127, -0.0062, 0.064
O, 0.3939, 25.3942, -5.4636, -0.0128, -0.0048, 0.0637
O, -10.9583, 8.1411, -5.4889, -0.0144, 0.0508, 0.0987
O, -2.0424, 15.6696, -8.6855, 0.005, 0.0057, 0.0704
O, 19.3587, 7.7978, -1.0201, -0.0284, 0.037, 0.1098
O, 4.2461, -19.1503, -3.8085, -0.0292, -0.0112, 0.0694
O, -10.5714, 21.1109, -3.8596, 0.0321, 0.0406, 0.0846
O, 6.839, 15.0891, -0.4083, -0.0031, -0.0002, 0.0511
O, 6.0565, 3.0073, -5.7124, -0.0328, 0.0153, 0.1162
O, 7.4452, 24.3718, -8.0155, -0.0353, -0.0209, 0.138
O, 0.0838, 11.3961, -1.5036, -0.0189, -0.0077, 0.1268
O, -8.1989, 2.9151, 18.1677, 0.0077, 0.04, 0.1029
O, -11.7567, 2.3589, 18.1546, -0.0174, 0.0201, 0.0684
O, -2.4375, 0.8252, 23.1608, 0.0129, 0.032, 0.0862
O, 9.6655, 6.911, 16.5474, -0.0193, -0.0044, 0.1347
O, -7.5428, -2.52, 25.4656, -0.0208, -0.0196, 0.0908
O, 3.0086, 13.6483, 25.0536, -0.009, 0.0097, 0.1491
O, 1.1794, 15.1243, 26.0687, -0.004, 0.0065, 0.0486
O, -1.2702, 11.4257, 16.4403, 0.0218, 0.0064, 0.1011
O, -0.9858, 7.9604, 23.4611, -0.0269, -0.0457, 0.1112
O, -12.023, 27.4089, 21.5972, -0.0194, -0.0163, 0.0803
O, 36.8935, -1.7, 23.1701, -0.0434, 0.0221, 0.1277
O, 12.8077, 20.7241, 16.2954, 0.0091, -0.0018, 0.137
O, -15.8561, 6.761, 17.0479, 0.0073, 0.0186, 0.0604
O, -29.4955, 9.9169, 18.6796, 0.0446, -0.0096, 0.0736
O, -6.1633, 21.6117, 25.3212, 0.0313, 0.0157, 0.0943
O, 12.2196, 8.1357, 18.0966, 0.0004, -0.0074, 0.0576
O, 5.7742, -1.8713, 18.3738, -0.0448, 0.0184, 0.0938
O, 6.0942, -3.3751, 22.6249, 0.0132, -0.0439, 0.0862
O, -1.4486, 14.2159, 23.0611, -0.0277, -0.0367, 0.1099
O, 12.9952, 16.3907, 18.1276, 0.0011, -0.0263, 0.07
O, -0.6478, 38.5738, 25.1334, 0.0361, -0.0311, 0.1016
O, 8.4636, 2.9204, 16.0168, 0.0197, -0.0054, 0.1152
O, 0.1284, 10.6784, 14.5408, 0.0044, 0.0025, 0.0373
O, -5.359, 10.7311, 15.4463, 0.0021, -0.0049, 0.0402
O, 24.7517, -6.6927, 20.3318, -0.0377, -0.0058, 0.1484
O, 12.2509, 16.9285, 21.0392, -0.0049, -0.0109, 0.0651
O, 13.73, 7.1782, 16.1518, -0.0302, 0.0048, 0.13
O, 5.6866, 4.955, 22.6425, 0.0118, 0.0338, 0.0745
O, 17.6415, 20.4355, 26.3179, 0.0021, 0.0039, 0.0418
O, 7.2708, -2.0214, 16.2498, 0.0045, -0.0375, 0.111
O, 1.2565, 9.5302, 26.4932, -0.0004, -0.0077, 0.0433
O, 17.3169, 10.1528, 22.2029, -0.0038, -0.0067, 0.0588
O, -11.4521, 17.335, 19.1609, 0.0477, 0.0061, 0.1514
O, -8.4968, 21.3997, 24.2921, 0.0219, -0.0135, 0.0636
O, -6.3851, 5.2977, 15.5582, 0.0189, -0.0144, 0.0834
O, -8.5654, 3.6359, 15.6635, 0.0228, -0.0247, 0.0823
O, 11.0986, 5.2004, 15.3549, -0.0052, 0.0081, 0.0449
O, 3.7437, 12.3966, 16.2501, -0.0339, 0.0226, 0.0766
O, 6.5278, 15.1295, 16.5284, -0.0182, 0.0187, 0.0875
O, -2.3513, 24.1422, 25.3203, -0.0121, 0.018, 0.1433
O, 18.8351, -4.8388, 23.7215, 0.0207, 0.0121, 0.0706
O, -3.1869, 0.9519, 20.6284, 0.0065, -0.0411, 0.1004
O, 4.6984, 8.8341, 20.6952, 0.0463, 0.0031, 0.1833
O, -6.2802, 4.7278, 18.2252, -0.0384, -0.0155, 0.0895
O, 1.6187, 23.4644, 23.09, -0.0021, -0.0224, 0.0662
O, 16.4957, 17.0468, 24.99, -0.0207, -0.0188, 0.1399
O, -4.0749, -8.1175, 23.3667, 0.0256, -0.0098, 0.0791
O, 19.7688, -1.2183, 21.6409, 0.0128, -0.0025, 0.0638
O, 0.5497, 32.5366, 18.365, 0.0039, -0.0142, 0.0669

Results
free energy: -113255.057 eV
free energy less fixed offsets of O -570.45, Si -639.56 eV per atom: 0.943 eV

The program warned: the cutoff lies below the one the program advises for these potential files; the forces do not sum to zero within the program's tolerance; empty levels may hold ghost states of the PAW files; the exchange-correlation potential is rough where the density is thin.
